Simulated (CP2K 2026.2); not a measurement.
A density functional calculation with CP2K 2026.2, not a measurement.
Periodic cell of 443 atoms, Si320O123, from a study of silicon, its oxide and their interface. The atomic structure is a simulated model.
Doubt: the forces sum to 2.59 eV/angstrom along one axis rather than to zero, so they err by at least 0.0058 eV/angstrom per atom on average; the grid cutoff is modest.

Settings
functional: PBE
method: Gaussian and plane waves
basis set: DZVP-MOLOPT-SR-GTH
pseudopotentials: GTH-PBE
grid cutoff: 350 Ry, relative cutoff 50 Ry
k points: Gamma only
occupations: fixed
spin: none
net charge: 0

Cell vectors (angstrom)
a 15.3866 0 0
b 0 15.3867 0
c -0.2611 -3.4603 33.149

Atoms and the computed forces on them: element, x, y, z (angstrom), force x, y, z (eV/angstrom)
Si 15.084 9.706 28.304 0.082 0.313 0.702
Si 14.914 -1.101 28.277 0.148 -0.341 0.759
Si -0.212 2.024 28.447 -0.136 0.189 0.735
Si 14.599 6.616 27.885 -0.361 -0.186 0.464
Si 3.644 9.656 28.265 0.011 0.248 0.726
Si 3.536 -1.297 28.387 -0.014 -0.194 0.738
Si 3.579 1.84 28.489 0.044 0.147 0.776
Si 4.129 6.512 27.981 0.342 0.019 0.596
Si 7.499 10.684 28.336 -0.007 0.187 0.597
Si 7.48 -2.248 28.432 -0.106 -0.275 0.645
Si 7.468 2.576 28.53 -0.066 -0.124 0.71
Si 7.611 5.715 28.504 -0.108 0.19 0.721
Si 11.344 9.515 28.451 -0.164 0.171 0.78
Si 11.168 -1.242 28.593 -0.019 -0.102 0.743
Si 11.182 1.87 28.543 0.138 0.205 0.78
Si 11.226 6.377 28.533 0.009 -0.182 0.752
Si 1.679 10.072 29.563 0.025 0.002 -0.075
Si 1.526 -1.559 29.577 0 0.018 -0.037
Si 1.67 2.128 29.798 0.002 -0.015 -0.05
Si 1.614 5.602 29.26 -0.085 -0.474 0.476
Si 5.577 10.018 29.585 -0.002 0.006 0.015
Si 5.522 -1.614 29.635 -0.005 0.021 -0.006
Si 5.505 2.252 29.761 -0.016 0.002 -0.028
Si 5.661 6.191 29.693 -0.009 -0.022 -0.085
Si 9.363 10.002 29.65 -0.006 -0.018 -0.029
Si 9.258 -1.608 29.854 -0.041 -0.008 -0.015
Si 9.326 2.224 29.896 0.025 -0.011 -0.029
Si 9.395 6.069 29.89 0.017 0.003 -0.029
Si 13.235 9.955 29.742 0.026 0.013 -0.032
Si 13.155 -1.509 29.778 0.004 0.012 -0.042
Si 13.195 2.293 29.7 0.009 -0.012 -0.029
Si 13.177 6.217 29.722 0.011 0 -0.11
Si 1.633 11.943 30.969 0.037 0.02 0.022
Si 1.609 0.235 31.113 -0.007 -0.032 0.042
Si 1.643 4.081 31.022 0.021 0.051 -0.016
Si 1.669 8.26 31.066 0.008 0.467 0.425
Si 5.479 11.884 31.039 -0.019 -0.005 0.005
Si 5.547 0.299 31.069 -0.005 0.009 0.01
Si 5.47 4.236 31.04 0.009 0.011 0.029
Si 5.608 8.12 31.022 -0.031 0.01 0.012
Si 9.407 11.841 31.138 0.014 0.003 0.021
Si 9.252 0.306 31.212 0.021 0.015 0.052
Si 9.4 4.158 31.216 -0.002 -0.008 0.06
Si 9.319 8.093 31.084 0.033 -0.012 0.028
Si 13.209 11.905 31.061 -0.022 0.015 0.021
Si 13.187 0.403 31.143 -0.03 0.015 0.04
Si 13.214 4.239 31.017 -0.007 -0.011 0.031
Si 13.241 8.08 31.141 -0.003 0.016 0.06
Si -0.249 11.903 32.406 0.008 -0.018 -0.023
Si 15.105 0.353 32.496 -0.011 0.002 -0.006
Si 15.124 4.206 32.398 -0.016 -0.001 -0.027
Si -0.223 8.098 32.478 0.043 -0.021 -0.023
Si 3.55 11.919 32.384 -0.005 0.001 0.013
Si 3.585 0.31 32.404 -0.001 0.022 -0.011
Si 3.558 4.234 32.397 0.021 -0.009 -0.009
Si 3.634 8.11 32.371 -0.014 -0.016 -0.049
Si 7.418 11.869 32.422 0.011 0.019 -0.028
Si 7.365 0.337 32.546 -0.01 -0.015 0.031
Si 7.393 4.203 32.45 -0.009 0.006 -0.036
Si 7.44 8.081 32.477 0.011 -0.036 0.034
Si 11.319 11.891 32.477 0.006 0.01 0.016
Si 11.248 0.357 32.48 0.008 0.007 -0.015
Si 11.346 4.211 32.485 0.001 0.019 0
Si 11.273 8.084 32.437 0.003 -0.029 -0.013
Si 0.004 13.457 11.555 0.008 -0.002 -0.014
Si 0.005 1.906 11.575 0.003 0.01 -0.02
Si 0.005 5.762 11.552 -0.014 -0.008 -0.013
Si 0.002 9.593 11.527 0.008 0.008 -0.018
Si 3.854 13.444 11.573 -0.004 -0.024 0
Si 3.845 1.876 11.532 -0.009 -0.013 -0.008
Si 3.863 5.769 11.523 0.01 -0.005 -0.009
Si 3.858 9.589 11.506 0.017 -0.009 -0.016
Si 7.686 13.448 11.579 0.017 -0.005 -0.007
Si 7.734 1.895 11.583 0.007 -0.009 0.011
Si 7.708 5.756 11.571 0.004 0.004 -0.002
Si 7.716 9.573 11.567 -0.029 0.009 -0.014
Si 11.517 13.469 11.551 -0.013 0.001 -0.008
Si 11.515 1.879 11.587 -0.005 0.008 0.004
Si 11.523 5.738 11.497 0.005 0.005 -0.007
Si 11.464 9.608 11.512 -0.001 0.004 0.005
Si 1.924 13.509 12.93 -0.014 -0.022 -0.011
Si 1.945 1.877 12.93 0 -0.004 0.005
Si 1.954 5.737 12.886 -0.009 0.022 0
Si 1.953 9.602 12.86 -0.017 -0.006 0.031
Si 5.771 13.361 12.955 0.004 -0.002 0.034
Si 5.775 1.868 12.864 -0.008 0.036 -0.01
Si 5.767 5.849 12.91 0.015 0.005 -0.001
Si 5.769 9.542 12.879 -0.019 -0.008 -0.038
Si 9.608 13.499 12.945 0.029 0.014 -0.022
Si 9.626 1.862 13.033 -0.03 0.003 0.006
Si 9.654 5.693 12.912 -0.013 -0.029 -0.035
Si 9.603 9.595 12.985 0.003 -0.003 0.038
Si 13.45 13.466 12.885 0.024 -0.017 -0.005
Si 13.452 1.915 12.92 0.022 -0.005 0.025
Si 13.424 5.767 12.855 0.008 0.005 -0.019
Si 13.403 9.609 12.795 0.002 0.001 -0.027
Si 1.926 0.013 14.386 0.008 -0.042 -0.033
Si 1.947 3.811 14.254 0.015 0.012 -0.022
Si 2.006 7.675 14.208 0.024 -0.004 -0.047
Si 1.93 11.545 14.195 0.023 0.04 -0.051
Si 5.787 -0.062 14.237 0.029 -0.032 -0.005
Si 5.745 3.862 14.105 -0.01 -0.033 -0.059
Si 5.784 7.745 14.392 -0.001 -0.033 -0.002
Si 5.768 11.369 14.306 -0.029 0.01 0.024
Si 9.626 -0.058 14.467 0.005 -0.004 0.011
Si 9.688 3.814 14.366 0.004 0.017 -0.013
Si 9.647 7.583 14.277 0.006 0.016 0.009
Si 9.53 11.602 14.298 -0.028 -0.007 0.01
Si 13.504 -0.014 14.274 -0.04 0.021 -0.001
Si 13.433 3.874 14.244 -0.017 0.006 0.001
Si 13.371 7.721 14.153 -0.001 0.014 -0.025
Si 13.372 11.497 14.16 0.003 0.006 -0.029
Si -0.019 0.071 15.758 0.051 0.049 0.059
Si -0.001 3.852 15.558 0.009 -0.004 0.047
Si -0.025 7.724 15.325 0.027 0.009 -0.004
Si -0.059 11.528 15.416 0 0.014 0.011
Si 3.921 -0.023 15.661 -0.031 0.041 0.061
Si 3.902 3.887 15.548 -0.005 0.002 0.026
Si 3.814 7.752 15.768 -0.008 -0.021 0.032
Si 3.806 11.474 15.63 -0.017 -0.001 -0.024
Si 7.596 -0.169 15.76 0.025 0.032 0.037
Si 7.624 3.835 15.465 0.003 -0.024 0.017
Si 7.793 7.658 15.718 -0.063 0.004 0.028
Si 7.65 11.433 15.767 0.029 0.014 -0.049
Si 11.663 -0.003 15.747 -0.03 -0.037 0.066
Si 11.623 3.814 15.807 -0.04 0.007 0.044
Si 11.55 7.641 15.671 -0.011 -0.017 0.007
Si 11.482 11.544 15.584 -0.012 0.028 -0.023
Si 15.102 13.367 16.808 0.151 0.163 -0.671
Si 14.77 2.076 16.977 -0.225 -0.165 -0.545
Si 15.198 5.89 16.695 0.188 -0.147 -0.735
Si 0.129 9.59 16.679 -0.078 0.045 -0.692
Si 4.332 13.377 16.882 0.314 0.018 -0.475
Si 4.284 1.994 16.841 -0.152 -0.134 -0.768
Si 4.159 5.758 16.969 -0.304 0.09 -0.778
Si 3.252 9.681 17.095 0.402 -0.054 -0.693
Si 6.801 13.289 17.036 -0.084 0.004 -0.039
Si 7.346 1.927 16.77 0.075 -0.174 -0.68
Si 7.314 5.671 16.902 0.202 0.093 -0.682
Si 8.532 9.533 16.991 0.077 0.01 -0.033
Si 11.97 13.385 16.986 -0.25 0.059 -0.736
Si 12.342 1.897 17.032 0.075 -0.048 0.016
Si 12.07 5.766 17.075 -0.441 0.034 -0.738
Si 10.988 9.621 16.823 -0.297 -0.047 -0.492
Si 3.114 11.869 26.152 0.01 -0.11 0.143
Si 11.908 1.419 19.314 0.14 0.163 -0.682
Si 11.034 10.235 25.556 -0.032 -0.017 0.026
Si 5.235 12.162 21.476 -0.058 0.002 -0.102
Si 2.001 -1.602 18.799 0.087 -0.111 -0.042
Si 3.211 10.104 20.151 -0.11 -0.459 0.109
Si 2.749 1.139 19.222 0.012 -0.045 -0.033
Si 8.129 -1.281 25.412 0.058 -0.107 0.174
Si 8.088 9.636 19.305 0.226 -0.189 -0.454
Si 7.098 12.587 19.264 -0.092 0.257 -0.581
Si 7.921 4.847 19.753 -0.074 0.044 -0.071
Si 12.528 5.323 22.587 0.097 -0.069 -0.086
Si 14.842 0.881 23.758 -0.089 0.01 0.047
Si 12.034 6.736 19.894 -0.025 -0.034 -0.039
Si 1.874 5.837 19.065 0.05 0.028 -0.016
Si 7.719 3.164 23.31 -0.117 -0.11 0.017
Si 10.094 8.688 21.25 0.04 0.091 0.025
Si 14.6 3.338 25.771 0.056 0.009 -0.034
Si 5.096 5.384 25.149 -0.02 -0.056 0.2
Si 2.353 8.185 21.193 0.079 0.463 -0.375
Si 1.348 12.256 21.182 0.1 0.024 -0.035
Si 0.653 3.014 19.839 -0.147 -0.024 -0.196
Si 5.529 4.014 21.233 0.109 0.02 0.029
Si 13.213 9.356 18.913 -0.103 0.053 -0.111
Si 11.782 -1.552 19.866 -0.174 -0.003 -0.129
Si 2.523 0.63 23.733 -0.004 -0.059 0.106
Si 13.609 2.624 21.639 -0.027 -0.061 0
Si 8.144 9.533 25.4 -0.059 0.089 0.191
Si 11.533 4.022 26.415 0.019 0.085 0.157
Si 7.799 6.605 25.545 -0.09 -0.071 0.083
Si 14.586 6.08 24.85 0.032 0.039 0.084
Si 4.774 6.648 22.417 0.129 -0.072 -0.081
Si 14.017 -1.8 25.287 0.05 0.054 0.162
Si 4.08 2.461 25.663 0.021 0.107 0.003
Si 12.593 9.734 23.002 0.043 -0.072 -0.05
Si 0.147 11.037 25.504 0.039 -0.123 0.06
Si 7.722 11.851 23.338 0.009 0.105 0.026
Si 8.902 2.11 19.43 -0.075 0.086 0.014
Si 9.13 -1.924 21.328 -0.012 -0.058 -0.029
Si 13.646 11.629 21.079 -0.046 -0.062 -0.075
Si 3.188 -2.357 23.458 0.02 0.034 -0.011
Si 0.066 8.622 23.433 -0.073 -0.025 0.016
Si 4.56 1.142 21.362 0.198 0.01 -0.084
Si 6.965 1.51 25.7 0.032 0.032 0.073
Si 7.563 7.466 21.302 -0.114 0.079 -0.069
Si 7.563 0.677 21.638 -0.009 0.022 -0.085
Si 9.955 5.079 24.032 0.003 0.067 0.143
Si 10.967 -2.182 25.7 0.025 0 0.096
Si 0.007 13.473 0.672 -0.01 0.004 0.018
Si 15.376 1.877 0.666 0.001 0.002 0
Si -0.001 5.764 0.656 0.003 0 0.013
Si 0.029 9.594 0.63 -0.002 0.002 -0.002
Si 3.841 13.465 0.621 0.017 0.011 -0.001
Si 3.843 1.881 0.647 0.014 0 0
Si 3.836 5.74 0.595 -0.022 0.001 0
Si 3.84 9.629 0.598 -0.004 0.012 0.004
Si 7.682 13.451 0.682 0.015 0.003 0.004
Si 7.674 1.846 0.68 0.004 -0.005 0.022
Si 7.653 5.756 0.688 0.006 0.005 0.005
Si 7.681 9.592 0.653 0.024 0.015 0.011
Si 11.556 13.437 0.682 -0.007 0 -0.002
Si 11.549 1.891 0.678 -0.014 0.003 0.014
Si 11.55 5.744 0.684 0.007 -0.004 0.003
Si 11.551 9.615 0.654 -0.02 0.011 0.008
Si 1.937 13.45 2.015 -0.014 0.005 -0.014
Si 1.923 1.894 2.014 -0.003 -0.003 0.005
Si 1.933 5.756 1.997 -0.004 -0.021 -0.006
Si 1.94 9.602 2.001 -0.006 0 -0.004
Si 5.749 13.453 2.016 -0.013 0.006 -0.005
Si 5.751 1.87 2.029 0.004 -0.003 0
Si 5.726 5.748 2.019 0.011 0.002 -0.012
Si 5.747 9.598 1.995 0.012 0.001 -0.006
Si 9.619 13.451 2.025 -0.002 0.005 0.007
Si 9.612 1.884 2.023 0.003 -0.003 -0.004
Si 9.605 5.759 2.019 -0.006 0.007 -0.003
Si 9.617 9.591 2.009 -0.005 0.01 -0.005
Si 13.474 13.446 2.038 0.007 -0.002 0.003
Si 13.465 1.885 2.039 0 -0.007 0
Si 13.472 5.74 2.035 0.004 -0.001 -0.002
Si 13.485 9.604 2 -0.008 0 -0.001
Si 1.93 -0.021 3.387 0.007 -0.003 0.004
Si 1.922 3.829 3.366 0.005 0.004 -0.001
Si 1.936 7.676 3.368 0.008 0.006 0.012
Si 1.926 11.521 3.372 -0.008 0.003 0.013
Si 5.755 -0.033 3.401 -0.004 0.012 0.003
Si 5.754 3.814 3.367 -0.006 -0.008 -0.002
Si 5.747 7.678 3.369 -0.005 0.001 0.008
Si 5.754 11.519 3.364 -0.012 -0.003 -0.003
Si 9.619 -0.024 3.397 0.002 -0.005 0
Si 9.61 3.823 3.368 0.009 -0.004 -0.006
Si 9.614 7.676 3.383 -0.004 0.005 0.006
Si 9.615 11.517 3.371 0.003 -0.001 0.003
Si 13.459 -0.026 3.405 -0.001 0.006 0.006
Si 13.471 3.815 3.389 0.014 -0.003 0.007
Si 13.466 7.68 3.372 -0.006 -0.003 -0.003
Si 13.477 11.515 3.38 0.007 0 0.003
Si 0.005 -0.022 4.749 -0.001 -0.007 0.003
Si 0.007 3.824 4.743 -0.005 -0.01 0.003
Si 0.004 7.675 4.732 0.002 0.003 -0.001
Si 0.006 11.521 4.742 -0.004 0.007 -0.002
Si 3.84 -0.024 4.762 0.008 -0.001 0.006
Si 3.841 3.821 4.738 -0.003 -0.009 0.002
Si 3.844 7.676 4.75 0.006 -0.001 0.003
Si 3.845 11.52 4.742 0.002 0.003 0.004
Si 7.688 -0.024 4.744 -0.005 -0.001 -0.005
Si 7.683 3.822 4.724 -0.006 0.003 -0.003
Si 7.679 7.674 4.729 -0.005 -0.006 0
Si 7.683 11.519 4.723 0.003 0.015 -0.006
Si 11.537 -0.022 4.761 -0.001 -0.005 0.007
Si 11.535 3.821 4.734 0.002 -0.003 0.003
Si 11.543 7.675 4.74 0.002 0.002 -0.002
Si 11.542 11.517 4.732 0.007 0.005 -0.003
Si -0.002 13.441 6.108 0.002 -0.007 0.001
Si 0.008 1.903 6.109 0.006 -0.002 0
Si -0.005 5.75 6.1 0.006 -0.009 -0.001
Si -0.001 9.598 6.099 0.007 0.007 0.002
Si 3.847 13.437 6.115 -0.007 0.006 0.004
Si 3.843 1.905 6.112 0.005 0.002 0
Si 3.849 5.744 6.103 0.003 -0.002 -0.001
Si 3.849 9.6 6.109 -0.013 -0.003 0.006
Si 7.687 13.437 6.094 0.001 0.013 -0.004
Si 7.687 1.904 6.095 -0.001 -0.008 -0.002
Si 7.685 5.744 6.086 0.003 -0.004 -0.002
Si 7.682 9.6 6.089 0.001 0.003 -0.002
Si 11.539 13.435 6.107 -0.002 0 0.003
Si 11.535 1.907 6.111 -0.001 0 0.006
Si 11.542 5.744 6.095 -0.001 -0.005 -0.003
Si 11.541 9.6 6.1 -0.008 0.004 -0.002
Si 1.919 13.443 7.467 -0.004 -0.007 0.006
Si 1.925 1.904 7.479 0.009 -0.004 0.003
Si 1.921 5.742 7.457 0.001 0.013 0.004
Si 1.92 9.603 7.459 -0.002 -0.004 0
Si 5.778 13.44 7.471 0.016 0 0.001
Si 5.772 1.903 7.465 0.001 0.003 -0.008
Si 5.776 5.741 7.467 0.004 -0.008 0.002
Si 5.774 9.601 7.472 0.005 0.004 0.003
Si 9.607 13.442 7.455 -0.007 -0.011 -0.008
Si 9.603 1.902 7.463 -0.018 0.004 -0.004
Si 9.61 5.738 7.444 -0.006 0.005 -0.008
Si 9.607 9.603 7.447 0.008 -0.001 -0.001
Si 13.461 13.443 7.473 -0.001 0.004 -0.002
Si 13.466 1.905 7.464 0.002 -0.003 0.007
Si 13.458 5.743 7.471 -0.012 0.001 -0.002
Si 13.462 9.604 7.467 0.004 0 0
Si 1.92 -0.026 8.833 0.005 -0.008 0.001
Si 1.929 3.83 8.837 -0.003 -0.004 0.004
Si 1.915 7.672 8.801 0.008 0.001 -0.006
Si 1.924 11.522 8.826 -0.005 -0.011 -0.004
Si 5.78 -0.018 8.828 -0.005 0.014 -0.012
Si 5.783 3.817 8.836 0 -0.016 -0.01
Si 5.784 7.669 8.824 -0.005 -0.007 0.006
Si 5.783 11.524 8.844 -0.007 0.013 0.007
Si 9.603 -0.024 8.821 0.003 -0.003 -0.003
Si 9.605 3.823 8.824 0.004 0.003 -0.002
Si 9.605 7.668 8.787 0.001 0.003 -0.003
Si 9.6 11.525 8.814 0.001 0.007 -0.002
Si 13.458 -0.014 8.831 -0.001 0 -0.002
Si 13.464 3.816 8.841 0.004 -0.007 0.004
Si 13.452 7.676 8.824 0.002 -0.003 0.001
Si 13.457 11.524 8.841 0.003 0 0
Si -0.005 -0.009 10.194 -0.011 -0.005 0.005
Si 0.008 3.827 10.204 -0.01 0.002 0.001
Si 0 7.671 10.171 -0.008 0.004 0.002
Si 0.008 11.53 10.191 -0.002 -0.006 0.001
Si 3.855 -0.04 10.179 0.011 0.013 0.006
Si 3.861 3.821 10.193 0.02 0.006 0.002
Si 3.839 7.673 10.148 -0.012 0.007 -0.001
Si 3.847 11.533 10.187 0.012 -0.01 0.002
Si 7.696 -0.023 10.204 -0.02 0.006 -0.001
Si 7.7 3.822 10.215 -0.017 0.008 -0.003
Si 7.717 7.665 10.185 0.004 -0.002 0
Si 7.707 11.515 10.217 0.005 -0.003 0.002
Si 11.522 -0.011 10.182 0.01 -0.012 0.002
Si 11.523 3.793 10.188 -0.001 0.013 -0.007
Si 11.506 7.677 10.159 0 -0.006 -0.01
Si 11.509 11.542 10.18 0.01 -0.004 -0.005
O 0.402 5.547 28.178 -0.171 -0.546 -0.143
O 2.917 5.494 28.316 0.209 -0.392 -0.429
O 1.61 7.03 29.996 0.077 0.139 -0.166
O 3.437 13.222 18.283 0.255 -0.25 0.596
O 3.284 2.182 18.117 -0.296 0.7 0.147
O 0.757 13.093 18.039 -0.013 -0.547 0.133
O 13.688 5.794 17.294 0.143 -0.014 0.495
O 0.824 6.238 17.913 -0.104 0.447 0.216
O 14.594 2.02 24.865 -0.132 -0.017 -0.134
O 10.682 7.466 20.375 -0.273 -0.327 -0.235
O 5.354 1.464 25.689 -0.127 -0.46 0.136
O 1.408 4.42 19.657 -0.019 0.032 0.091
O 3.338 5.707 18.381 0.384 -0.326 0.484
O 1.631 9.593 17.334 0.057 -0.183 0.194
O 4.531 3.874 25.011 -0.274 0.074 -0.287
O 7.27 8.381 19.977 -0.36 -0.238 -0.219
O 5.83 1.993 17.411 0.166 0.112 0.46
O 5.746 5.774 17.365 0.095 0.206 0.262
O 8.164 5.464 18.281 0.315 -0.104 0.159
O 6.711 5.517 25.042 0.373 -0.462 -0.576
O 11.185 13.336 18.429 -0.51 -0.223 0.106
O 13.567 13.292 17.384 -0.087 0.081 0.516
O 8.524 2.16 17.871 0.21 0.032 -0.277
O 14.877 10.477 26.88 -0.365 0.051 -0.123
O 9.222 6.231 24.886 0.226 0.206 0.033
O 11.066 -2.234 27.311 0.005 -0.739 0.118
O 3.637 8.065 27.856 -0.309 -0.115 -0.353
O 3.512 0.946 22.532 -0.119 0.219 0.03
O 8.812 8.141 22.104 -0.13 -0.255 0.518
O 10.934 2.762 27.212 -0.427 -0.054 -0.229
O 14.397 9.499 17.844 -0.124 0.14 0.343
O 10.762 4.097 25.018 -0.162 -0.444 -0.192
O 13.892 1.27 22.495 -0.219 -0.466 -0.22
O 4.691 6.054 26.548 -0.018 -0.093 -0.269
O 12.741 5.901 21.088 0.385 0.091 -0.017
O 10.994 5.662 22.953 -0.147 0.253 -0.154
O 14.545 -1.736 26.824 0.072 -0.296 -0.085
O 12.643 2.378 20.377 0.021 0.468 0.04
O 3.499 -2.23 27.051 0.002 0.12 -0.28
O -0.015 2.973 27.141 0.163 0.363 -0.106
O 7.161 10.962 19.394 -0.285 -0.176 -0.127
O 11.277 5.386 27.24 -0.178 -0.057 -0.372
O 5.837 12.994 20.215 -0.427 0.696 0.113
O 1.77 -1.769 20.394 0.151 0.317 0.434
O 8.951 3.623 20.014 0.512 0.183 0.24
O 11.219 7.933 28.013 0.2 -0.007 -0.177
O 11.776 9.749 18.271 -0.203 0.124 0.412
O 7.566 10.221 26.754 -0.17 -0.141 -0.123
O 3.585 2.784 27.164 -0.253 0.622 -0.133
O 12.192 9.727 24.563 0.456 0.024 0.383
O 7.795 1.154 20.111 -0.395 -0.231 -0.337
O 9.457 9.79 20.215 0.389 0.349 0.129
O 7.508 4.143 28.028 -0.209 0.089 -0.4
O 13.388 6.004 23.771 -0.046 0.021 0.097
O 1.517 11.752 25.975 -0.273 0.043 0.305
O 6.236 7.328 22.205 0.104 0.456 -0.008
O 2.883 1.677 24.915 -0.406 0 0.411
O -0.089 2.463 18.497 0.049 -0.157 0.048
O 11.615 10.298 27.054 0.251 0.403 -0.097
O 7.409 8.12 25.139 -0.4 0.158 -0.462
O 1.764 1.906 20.233 0.054 -0.166 0.732
O 7.697 -1.661 26.921 -0.067 0.109 -0.155
O -0.197 8.12 27.953 0.068 -0.056 -0.342
O 7.484 -2.36 24.412 -0.203 -0.103 -0.16
O 8.885 4.236 23.202 -0.021 0.202 -0.511
O 7.527 0.161 25.043 -0.144 -0.001 -0.64
O 5.971 0.534 21.834 0.052 -0.187 0.293
O 0.998 0.884 23.294 0.131 0.23 -0.352
O 3.591 0.283 27.944 0.171 -0.068 -0.418
O 3.611 7.677 22.059 0.086 0.316 0.394
O 8.476 13.145 19.889 0.381 0.021 -0.391
O 13.131 7.83 19.425 0.383 -0.275 0.232
O 3.682 10.531 26.873 0.357 -0.081 -0.35
O 13.552 10.327 20.138 0.021 -0.205 0.239
O 12.919 3.749 22.577 -0.208 -0.221 0.247
O 12.919 11.228 22.468 -0.363 0.628 0.141
O 7.526 1.627 27.208 0.327 -0.502 0.068
O 1.911 11.088 20.21 -0.434 -0.17 -0.184
O 15.163 12.049 21.36 -0.131 0.061 0.433
O 0.413 9.853 24.434 0.201 0.01 -0.241
O 3.98 0.448 20.018 0.171 -0.383 -0.174
O 13.936 8.824 22.855 -0.196 -0.375 -0.231
O 10.657 -1.536 21.023 0.222 0.341 0.522
O 4.641 5.337 21.472 -0.617 0.108 -0.214
O 11.198 0.308 28.043 0.167 0.063 -0.543
O 3.721 12.081 24.666 0.615 -0.324 -0.2
O 13.095 3.762 26.166 0.128 0.104 0.067
O 7.856 6.6 27.161 0.066 0.32 -0.064
O 12.426 -0.089 19.623 0.256 0.009 0.086
O 11.553 5.819 18.631 -0.256 -0.124 0.489
O 6.433 4.215 19.907 -0.329 -0.026 -0.61
O 9.738 9.276 25.541 0.005 -0.311 0.084
O 8.069 5.999 20.856 0.12 -0.009 0.345
O 8.986 12.233 22.378 0.345 -0.421 -0.12
O 10.588 11.734 25.147 -0.475 0.055 -0.503
O 15.061 0.483 27.915 0.223 0.133 -0.117
O 1.957 12.304 22.682 -0.294 -0.123 0.421
O 6.422 3.768 22.562 -0.234 0.287 0.155
O 7.932 10.472 24.12 -0.045 -0.112 -0.092
O 8.189 1.81 22.582 0.593 -0.013 0.135
O -0.112 4.606 25.001 0.534 -0.188 -0.037
O 9.747 -1.217 25.26 0.14 0.55 -0.114
O 8.317 -0.693 21.981 -0.179 0.061 0.688
O 14.546 -0.583 24.369 -0.022 -0.095 -0.013
O 3.803 9.853 18.634 0.172 -0.099 0.399
O 12.407 -1.718 25.154 -0.084 0.33 -0.313
O 4.353 -2.186 22.352 0.181 0.74 0.075
O 1.873 6.991 20.192 -0.114 -0.049 -0.064
O 14.572 12.141 24.803 -0.064 -0.199 -0.405
O 15.007 3.186 21.056 0.224 0.401 0.126
O 10.326 1.42 19.644 -0.027 -0.183 0.076
O 11.3 9.212 22.172 -0.235 0.187 0.269
O 12.95 12.874 20.371 0.238 0.15 -0.126
O 1.118 8.567 22.199 -0.219 -0.038 -0.203
O 4.503 6.258 23.947 -0.317 0.184 0.159
O 14.064 6.461 26.35 -0.354 0.358 -0.163
O 0.183 7.235 24.282 0.366 -0.168 0.272
O 4.378 10.877 20.992 0.043 -0.195 0.186
O 2.732 -0.94 24.104 -0.193 -0.082 0.596
O 4.62 2.72 21.014 -0.345 0.15 -0.014
O 1.946 -0.026 18.441 -0.366 0.182 -0.307
O 7.433 2.793 24.85 -0.187 0.38 0.112
O 6.437 11.634 22.4 -0.061 -0.443 -0.024

Results
total energy: -88163.541 eV
total energy less fixed offsets of O -438.35, Si -107.03 eV per atom: 3.109 eV
